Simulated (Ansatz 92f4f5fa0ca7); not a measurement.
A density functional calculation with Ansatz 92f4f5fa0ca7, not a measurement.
Periodic cell of 276 atoms, Si168O108, from a study of silicon, its oxide and their interface. The atomic structure is a simulated model.
This geometry differs little from another in the collection (a relaxation step or a small displacement).

Settings: functional r2SCAN; potential files Ansatz PAW; basis plane waves; wave-function cutoff 800 eV; density cutoff ratio 5; exchange-correlation grid ratio 1; k mesh 1 x 1 x 1, Gamma-centred; self-consistency stop 5e-08 eV per atom in the density residual; occupations fixed; spin none; net charge 0.

Cell vectors (angstrom)
a	11.6015	0	0
b	0	13.3963	0
c	0	0	30.8799

Atoms and the computed forces on them: element, x, y, z (angstrom), force x, y, z (eV/angstrom)
Si	11.5951	-0.1273	24.0803	0.0236	0.0057	0.0007
Si	3.858	0.0374	24.201	-0.0332	0.0278	0.013
Si	7.7218	0.0618	23.9955	-0.0164	-0.0027	0.0053
Si	1.9216	3.4023	24.1751	-0.0125	-0.0246	-0.006
Si	5.997	3.4024	24.1873	-0.0031	-0.0181	0.0143
Si	9.6012	3.3593	24.2358	0.0406	-0.0115	0.0147
Si	11.4713	6.6747	24.0705	-0.0116	-0.0083	-0.0023
Si	3.7485	6.6518	24.2621	0.0015	0.006	0.0039
Si	7.7088	6.7743	24.2343	0.0104	0.01	0.0096
Si	2.0012	10.0276	24.1925	0.0042	0.0089	0.0088
Si	5.7465	10.0364	24.2014	-0.0216	-0.0396	0.012
Si	9.5996	10.0721	24.0679	0.0102	-0.0322	0.0123
Si	11.5963	2.1766	24.8123	-0.0093	0.009	-0.0037
Si	3.9317	2.3076	24.8513	0.0083	0.0028	0.0034
Si	7.7635	2.176	25.0967	-0.0183	0.0145	-0.0022
Si	1.8047	5.5973	25.0174	0.0153	0.0045	0.0007
Si	5.769	5.6152	24.9503	0.0021	0.0021	-0.003
Si	9.6093	5.5932	25.0145	-0.0035	0.0004	0.0014
Si	11.5682	8.9399	24.8035	-0.0073	0.0079	0.0009
Si	3.8611	8.8873	25.0433	0.0005	0.0043	-0.0021
Si	7.7152	8.9843	24.9948	0.0037	0.0068	-0.0007
Si	1.9397	12.2701	24.9744	-0.0023	-0.0123	0.0027
Si	5.8103	12.3058	24.8885	0.0188	0.004	-0.0135
Si	9.6111	12.2903	24.8734	0.003	0.0064	-0.0051
Si	11.5932	2.2008	27.2415	0	-0.0031	-0.01
Si	3.8859	2.2608	27.2642	0.0009	0.0035	-0.0072
Si	7.7409	2.1931	27.4199	0.0007	-0.0047	-0.004
Si	1.8765	5.582	27.3644	-0.0008	-0.0001	-0.0004
Si	5.7839	5.5822	27.3248	-0.0015	-0.0002	-0.0026
Si	9.651	5.5858	27.3642	-0.0049	-0.0011	-0.0047
Si	11.5843	8.9304	27.2329	0.0032	-0.0028	-0.0047
Si	3.8612	8.9081	27.3838	-0.0043	-0.0045	-0.0078
Si	7.7259	8.9488	27.3524	0.0009	0.0006	-0.0057
Si	1.9255	12.2734	27.3345	0.0014	0.0006	-0.0079
Si	5.8041	12.2845	27.2859	-0.0028	-0.0015	0.0003
Si	9.6414	12.2717	27.2759	-0.0057	-0.0016	0.0022
Si	1.9433	1.1271	28.0813	-0.0012	0	0.0078
Si	5.7807	1.1057	28.1219	-0.0024	0.0049	0.001
Si	9.6893	1.0871	28.1202	0.0042	0.0079	0.0055
Si	11.5718	4.428	28.1165	0.001	-0.0021	0.0042
Si	3.8439	4.4742	28.1093	-0.0002	-0.0038	0.0026
Si	7.7164	4.459	28.1223	0.0044	0.0037	0.005
Si	1.8958	7.8203	28.1176	-0.0002	0.0051	0.0078
Si	5.8053	7.8044	28.1325	0.0015	0.0045	0.0038
Si	9.6695	7.83	28.1127	-0.0031	0.0019	0.0025
Si	11.5797	11.1511	28.0866	0.0048	0.0004	0.0008
Si	3.8706	11.1612	28.1094	-0.0017	0.0008	0.0025
Si	7.7211	11.1772	28.1199	0.0028	-0.0045	-0.0051
Si	1.9336	1.1164	30.4849	0.0161	0.0794	-0.1773
Si	5.8008	1.1164	30.4849	-0.1329	-0.0481	0.0431
Si	9.6679	1.1164	30.4849	0.1231	-0.0937	0.0809
Si	0	4.4654	30.4849	-0.0671	-0.1713	-0.029
Si	3.8672	4.4654	30.4849	-0.0245	-0.0353	-0.0615
Si	7.7343	4.4654	30.4849	-0.0509	-0.0121	0.0816
Si	1.9336	7.8145	30.4849	-0.1234	0.0305	0.0133
Si	5.8008	7.8145	30.4849	0.0329	-0.0316	0.1272
Si	9.6679	7.8145	30.4849	0.0482	0.0409	-0.0226
Si	0	11.1635	30.4849	-0.072	-0.051	-0.185
Si	3.8672	11.1635	30.4849	0.051	0.0498	-0.0682
Si	7.7343	11.1635	30.4849	0.0128	0.063	-0.0033
Si	0	0	0.3944	-0.0282	-0.0516	0.0288
Si	3.8672	0	0.3944	0.1055	-0.0793	0.0289
Si	7.7343	0	0.3944	0.0276	-0.126	0.157
Si	1.9336	3.3491	0.3944	-0.0138	0.0124	0.005
Si	5.8008	3.3491	0.3944	-0.0135	-0.0059	-0.2472
Si	9.6679	3.3491	0.3944	0.0889	0.0979	0.061
Si	0	6.6981	0.3944	-0.0378	-0.0028	0.1145
Si	3.8672	6.6981	0.3944	-0.0472	0.056	-0.1916
Si	7.7343	6.6981	0.3944	0.0974	0.0854	0.0712
Si	1.9336	10.0472	0.3944	0.0217	0.0239	-0.0323
Si	5.8008	10.0472	0.3944	-0.0106	-0.0432	0.0531
Si	9.6679	10.0472	0.3944	-0.1147	0.0614	0.1335
Si	11.6174	-0.0222	2.7688	0.0026	-0.0001	-0.0014
Si	3.8999	-0.0267	2.7634	-0.0007	0.0032	-0.0014
Si	7.7484	-0.024	2.7901	0.0005	0.0007	-0.0029
Si	1.9367	3.338	2.7623	0.0032	-0.0024	0.0024
Si	5.7965	3.3444	2.7328	0.0026	-0.0031	-0.0034
Si	9.6798	3.3515	2.7707	-0.0051	-0.0018	-0.0004
Si	11.5935	6.6873	2.7823	-0.0005	0.0041	-0.005
Si	3.8517	6.705	2.7427	0.003	0.0012	-0.0061
Si	7.7554	6.7057	2.7727	0.0006	-0.0002	0.0031
Si	1.9264	10.0571	2.7634	-0.0006	0.0002	-0.0028
Si	5.7888	10.0201	2.7711	-0.0007	-0.0027	0.0103
Si	9.6347	10.0583	2.7794	0.0036	0	0.0012
Si	11.6117	2.2026	3.5493	0.0005	0.0002	0.0007
Si	3.8788	2.2103	3.5151	-0.0033	-0.0001	0.0058
Si	7.731	2.2361	3.4984	0.0029	0.0018	0.0097
Si	1.945	5.5763	3.5545	-0.0026	0.0014	0.0057
Si	5.797	5.5891	3.4616	-0.0039	0.0029	0.0096
Si	9.6654	5.5749	3.629	0.0034	-0.0001	0.0058
Si	11.5786	8.949	3.5182	-0.0002	-0.003	0.0052
Si	3.84	8.9216	3.5678	-0.0018	0.0005	0.0017
Si	7.7104	8.9284	3.6205	0	0.0017	-0.0038
Si	1.9642	12.2865	3.5645	-0.0029	0.0018	0.0061
Si	5.8196	12.2263	3.601	0.0013	0.0041	-0.0045
Si	9.6947	12.2759	3.6309	-0.0043	0.0022	0.0052
Si	11.6266	2.1706	5.9194	-0.005	-0.0002	0.0061
Si	3.9097	2.1852	5.867	-0.0148	-0.001	0.0033
Si	7.7095	2.2382	5.8367	0.011	-0.0052	-0.0006
Si	1.9702	5.5632	5.9252	-0.0073	-0.0085	-0.0016
Si	5.7861	5.5725	5.7889	0.0076	0.0013	0.0043
Si	9.6657	5.5521	6.0459	-0.0119	-0.0032	-0.0038
Si	11.55	8.9723	5.8685	-0.0045	0.0103	0.0003
Si	3.7944	8.8816	5.9507	0.0072	0.0004	-0.0001
Si	7.6754	8.9073	6.0325	-0.0126	-0.0038	0.0142
Si	2.0025	12.2919	5.9364	-0.0034	0.0028	0.0013
Si	5.8319	12.1614	6.0029	-0.0057	-0.02	0.0064
Si	9.7257	12.2772	6.0513	0.0156	-0.0001	0.0003
Si	2.0072	1.1246	6.7504	0.0181	-0.0058	-0.0035
Si	5.8493	1.0237	6.6189	0.0093	0.0353	-0.0133
Si	9.6133	1.1748	6.689	-0.0195	0.0005	-0.0142
Si	11.669	4.3976	6.6432	0.0151	0.0065	0.0025
Si	3.937	4.403	6.6423	0.0151	0.0033	0.0061
Si	7.6317	4.4537	6.6831	-0.0214	0.0052	-0.0075
Si	1.7947	7.8059	6.691	-0.0007	0.0056	0.0046
Si	5.7035	7.7257	6.7222	-0.0111	0.0004	-0.0083
Si	9.6587	7.8437	6.728	0.0285	-0.0019	-0.013
Si	11.7346	11.1722	6.7861	-0.0048	-0.0053	0.0003
Si	3.84	11.0747	6.798	-0.0067	0.0126	-0.0026
Si	7.819	11.1359	6.8728	0.0044	0.0139	-0.0032
O	4.156	4.2641	8.2797	-0.0099	0.0001	0.0099
O	5.5222	7.4692	8.3545	0.0097	0.0046	0.0055
O	9.3661	1.4484	8.3153	0.0159	-0.0008	0.0091
O	9.7799	8.0663	8.3667	-0.0188	0.0037	-0.0047
O	2.1941	1.1883	8.3972	-0.0027	0.0096	0.0082
O	6.0344	0.9261	8.25	-0.002	-0.0221	-0.0019
O	1.4603	7.9029	8.3191	-0.0009	-0.0081	0.006
O	0.4801	11.158	8.4216	0.0001	0.0041	0.006
O	3.6475	10.9356	8.4511	0.0082	-0.0037	0.0076
O	0.3432	4.2516	8.2701	-0.011	-0.0007	0.0017
O	7.2508	4.4961	8.3083	0.0096	0.0052	0.0064
O	7.9584	11.22	8.5322	-0.0021	-0.0083	0.0079
O	6.5582	3.483	22.6157	0.0051	0.001	-0.0088
O	2.3231	10.0104	22.5702	-0.0069	-0.0075	-0.0054
O	7.7529	0.1962	22.3235	0.0074	-0.0008	-0.0068
O	11.239	6.5175	22.4257	0.0116	0.0085	-0.0029
O	7.8295	6.9385	22.5904	-0.0123	-0.0169	-0.024
O	0.0244	12.9294	22.4599	-0.0109	-0.002	-0.0038
O	9.4672	10.0516	22.412	-0.0112	0.017	-0.0059
O	3.4917	6.5558	22.6294	0.0061	-0.0022	-0.0151
O	5.635	9.9171	22.557	0.0074	0.0268	0.0058
O	9.2629	3.4335	22.6124	-0.0153	0.0104	0.0011
O	1.8465	3.5472	22.541	-0.0007	0.0116	-0.0088
O	3.7964	0.0576	22.5589	0.0117	-0.0044	-0.0082
Si	8.0462	10.2647	16.7294	-0.0025	-0.0019	0.0054
Si	4.5071	10.8963	9.8324	-0.0029	0	-0.0087
Si	9.0185	10.6069	20.9502	0.0058	-0.0004	0.0016
Si	5.0861	8.0999	9.7782	-0.0025	-0.0066	-0.0043
Si	2.7021	1.6605	9.8598	0.0002	0.0015	-0.0086
Si	7.2505	6.3632	21.1952	-0.0024	-0.0065	0.0177
Si	10.521	6.8547	18.1461	-0.0064	-0.0027	0.0128
Si	3.4734	10.9204	12.7684	-0.0007	-0.0014	0.0027
Si	9.9275	6.0526	14.0005	0.0023	0.001	0.0026
Si	9.8439	1.52	16.2092	-0.0028	-0.0008	-0.0049
Si	5.5604	0.4943	9.7199	0.0032	0.0068	0.0025
Si	1.707	9.6828	21.1107	0.0034	0.003	0.0057
Si	11.0631	4.1219	9.6083	0.0024	-0.0005	-0.0048
Si	7.9189	3.559	21.705	-0.0086	0.0015	-0.0029
Si	3.0974	6.4819	14.2964	0.0036	0.0012	-0.002
Si	7.3062	0.8063	20.8579	0.003	0.0024	0.0005
Si	10.2168	1.2169	9.6731	-0.0009	-0.0005	-0.0077
Si	10.8875	4.4035	16.4768	-0.0004	0.003	-0.0017
Si	8.1021	5.0454	9.5645	-0.0042	-0.0017	-0.0007
Si	1.9083	3.7704	15.2787	-0.0015	-0.0009	0.0059
Si	1.5778	13.0594	12.0046	0.0006	-0.0015	0.0055
Si	7.4903	1.6208	14.0603	-0.0028	-0.0032	0.0012
Si	11.5102	11.895	9.7483	0.0009	0.0003	-0.0113
Si	5.0225	6.0055	11.8981	0.0043	0.0004	0.0021
Si	7.9504	0.0606	11.4716	-0.0012	0.0062	0.0039
Si	11.5355	12.3348	20.9529	0.0009	0.006	0.0043
Si	11.4153	6.5516	11.4218	0.0058	-0.0021	0.005
Si	4.0312	8.6758	19.5091	-0.0055	-0.002	-0.0147
Si	7.5251	4.4939	12.5656	-0.0044	0.001	0.001
Si	0.8092	1.0921	14.5689	0.005	0.0031	0.0039
Si	5.5612	10.7811	15.0487	-0.0175	0.0023	0.0247
Si	1.6147	8.9945	14.5585	0.0031	-0.0055	0.005
Si	4.1341	6.071	21.224	-0.0135	0.0041	0.0131
Si	4.402	13.3361	21.073	0.0055	-0.006	0.0009
Si	1.8373	1.1113	19.6131	0.0024	0.0032	-0.0075
Si	3.7862	8.5242	16.3549	0.0047	0.0053	-0.007
Si	2.8086	1.3732	16.6558	0.0091	0.0022	0.0048
Si	8.0823	13.1878	17.9722	-0.0018	0.006	-0.0091
Si	8.1785	8.42	19.0034	0.0051	0.0011	-0.0104
Si	8.5564	10.8567	10.0036	0.0054	-0.0027	-0.006
Si	5.8517	10.5333	21.0801	-0.015	0.0102	-0.0102
Si	10.483	8.5292	15.6926	0.0006	-0.0078	0.0016
Si	5.625	13.7371	16.0942	0.0088	0.0034	-0.0007
Si	2.0987	7.326	9.687	-0.0009	-0.005	-0.0097
Si	2.047	4.0177	21.015	0.0056	0.0024	0.0059
Si	3.3863	4.5393	9.6725	-0.0041	-0.0015	-0.0099
Si	0.3617	6.7452	20.9825	0.0047	0.0004	-0.001
Si	9.0632	7.8663	9.8038	-0.0101	0.0035	-0.0002
O	9.3792	0.6155	17.463	-0.0011	0.0005	-0.003
O	9.3145	0.7206	10.9071	-0.0084	-0.0019	0.0023
O	0.8822	4.4821	16.2939	0.0018	-0.0066	-0.0006
O	2.8699	12.4306	12.7614	-0.0103	0.0013	-0.0097
O	6.1368	5.2761	12.7968	-0.0014	0.0038	-0.0091
O	1.1427	5.3404	20.6861	-0.003	0.011	0.0045
O	10.2282	4.9235	15.1039	0.0044	0	-0.0041
O	5.2354	12.2401	15.6403	0.0171	-0.0313	-0.023
O	2.4991	3.2488	10.0699	0.0074	0.0042	-0.0009
O	1.0938	2.6986	14.3372	0.0031	-0.0023	0.0034
O	7.8521	0.3888	13.0536	-0.0004	0.0019	-0.0082
O	5.6413	7.2349	11.0285	-0.0046	-0.0058	0.0034
O	3.206	0.3906	20.0981	-0.0113	0.0067	-0.0007
O	3.5587	4.6047	20.8072	0.007	0.0018	0.0039
O	2.356	9.958	13.4714	0.0007	0.0035	0.0015
O	4.2674	1.3651	10.0728	-0.0018	-0.0014	-0.0028
O	4.0134	8.4143	17.9293	0.0025	0.0049	0.0134
O	4.9137	11.8223	20.8225	0.01	-0.0115	0.0001
O	-0.0188	5.0646	10.798	-0.0031	0.0082	0.0008
O	3.9045	7.0779	15.5924	-0.0038	0.0081	-0.0076
O	9.1628	9.4332	19.829	-0.0043	-0.0046	-0.0001
O	7.4353	3.0328	13.2576	0.0049	0.0075	-0.0008
O	5.712	5.974	21.4109	0.0059	0.0113	0.0033
O	7.9819	6.6624	9.6714	0.0043	-0.0018	0.0013
O	7.7246	4.3223	10.9586	-0.0013	0.0111	0.0057
O	10.3609	2.925	16.796	-0.002	0.0033	-0.0013
O	9.463	9.6611	16.2262	-0.0047	0.0018	-0.0005
O	7.3525	7.5039	20.0596	-0.0041	-0.0006	0.0057
O	10.9779	2.5807	10.092	-0.0089	0.003	-0.0045
O	6.0935	1.2476	14.8194	0.0015	0.0009	0.0037
O	3.9412	6.5992	12.9278	-0.0042	-0.0058	0.0082
O	8.9954	7.3342	18.154	0.0158	-0.0034	0.0045
O	11.1785	6.3116	12.9992	-0.0047	0.0028	-0.0042
O	1.1201	7.418	10.9792	-0.0085	-0.0042	0.0007
O	8.3706	9.2598	10.2763	0.008	-0.0026	-0.004
O	11.2054	7.7571	16.9578	-0.0046	-0.0013	0.0042
O	0.7181	10.9193	20.7715	0.0069	-0.0009	0.0026
O	6.7879	0.3494	17.1976	-0.0025	-0.002	0.0002
O	4.318	0.8857	16.8503	-0.0221	0.0124	-0.0075
O	0.0321	9.2471	14.7823	0.0029	-0.0009	0.0011
O	2.8305	9.6614	19.9556	0.0085	-0.0061	0.0025
O	6.7232	0.8339	10.7692	0.0085	-0.0065	0.0055
O	5.397	9.4071	20.0025	-0.003	-0.0059	0.0025
O	7.9025	11.8578	11.1224	0.0008	0.0085	-0.0022
O	0.6532	0.287	13.1789	0.0075	-0.0001	-0.0022
O	7.9931	4.9524	20.8682	-0.0184	0.0191	0.0043
O	10.1422	7.3866	10.8931	0.006	-0.0015	0.0034
O	1.8131	7.4477	14.1072	0.0073	0.0015	0.0026
O	10.142	11.1359	10.1021	-0.0125	0.0046	-0.0056
O	11.2673	13.4407	9.3267	-0.004	0.0064	0.0081
O	4.4016	4.9144	10.8711	0.0018	0.006	0.0027
O	1.1086	8.1781	21.1694	-0.0027	-0.0053	-0.0067
O	2.6824	4.9267	14.4647	0.0017	0.0118	0.0001
O	11.0491	0.8323	15.3905	0.0012	0.008	0.0031
O	9.983	11.8954	20.6204	-0.0024	-0.0055	-0.0003
O	7.3794	9.259	17.8484	0.0102	0.0043	0.0014
O	2.4043	5.7755	9.4156	0.004	0.0007	0.0057
O	2.9343	2.9231	16.1889	0.0013	-0.0117	0.004
O	11.0777	6.9985	19.6529	0.002	-0.0082	-0.0159
O	8.2928	11.6406	17.5518	-0.0001	-0.0034	-0.0015
O	2.0563	0.554	15.4652	-0.0014	0.0083	0.0038
O	5.2638	12.3115	9.8751	-0.0023	-0.011	0.0046
O	7.1456	10.5214	15.384	-0.0081	0.0019	0.0071
O	8.6845	5.4611	13.1502	-0.0011	-0.0012	-0.0029
O	7.8394	13.3787	19.5648	0.0016	0.0039	0.0047
O	4.9212	10.8004	13.5327	-0.004	0.0021	0.0041
O	8.624	1.7558	15.188	0.0046	-0.0024	0.0001
O	1.9288	1.2095	18.0009	0.009	-0.0005	-0.0089
O	3.6592	10.6216	11.1842	0.003	0.0028	0.0047
O	5.6862	0.8931	20.848	0.0035	-0.0049	0.0031
O	10.5401	5.3023	17.7535	-0.0049	0.0232	0.0041
O	3.8099	7.2044	20.1335	0.0115	0.0128	0.0037
O	9.6558	7.4543	14.7808	-0.0003	0.0017	0.0017
O	4.882	9.546	15.7995	-0.0065	0.0193	0.0037
O	0.8467	11.9204	11.0812	0.0034	0.0135	0.0068
O	3.4735	8.1108	9.951	0.0039	-0.0008	-0.0038
O	7.8911	2.3058	20.6921	-0.0037	-0.0014	0.005
O	9.6177	4.6768	9.1759	0.0002	0.0036	0.0055
O	0.5769	0.1343	20.0258	0.0094	0.0014	0.0054
O	1.739	2.6658	20.1486	0.0123	-0.0045	0.0064
O	5.5595	9.6544	9.7715	-0.0062	0.0069	0.0012
O	7.4191	10.9429	20.9419	-0.0024	-0.0013	-0.0071
O	1.9324	0.8829	11.0255	0.0009	-0.0106	0.005
O	2.3352	9.1599	16.0063	0.007	-0.0071	-0.0023

Results
free energy: -169057.037 eV
free energy less fixed offsets of O -570.45, Si -639.56 eV per atom: -2.357 eV

The program warned: the cutoff lies below the one the program advises for these potential files; the forces do not sum to zero within the program's tolerance; empty levels may hold ghost states of the PAW files; the exchange-correlation potential is rough where the density is thin.
